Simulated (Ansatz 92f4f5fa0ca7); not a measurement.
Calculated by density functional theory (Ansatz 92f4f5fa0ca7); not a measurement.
Periodic cell of 213 atoms, Si132O80H1, from a study of silicon, its oxide and their interface. The atomic structure is a simulated model.
Doubt: the cutoff is far below the 930 eV that the study's wrapper takes by default for these files, so forces and energies are approximate.

Settings
functional: PBE
potential files: Ansatz PAW
basis: plane waves
wave-function cutoff: 580 eV
density cutoff ratio: 5
exchange-correlation grid ratio: 1
k mesh: 1 x 1 x 1, Gamma-centred
self-consistency stop: 5e-08 eV per atom in the density residual
occupations: fixed
spin: none
net charge: +1 e, with a uniform compensating background and no finite-size correction

Cell vectors (angstrom)
a 10.938 0 0
b 0 10.938 0
c 0 0 31.6354

Atoms: element, x, y, z (angstrom)
Si -0.5528 0.5976 24.1319
Si 6.1553 -0.5263 24.0301
Si 2.3381 3.2043 24.4496
Si 8.6447 2.4095 24.3365
Si 0.5239 4.8579 24.2281
Si 5.1571 5.7187 24.3151
Si 3.325 7.5169 24.1805
Si 7.7706 8.6209 24.2697
Si 1.312 1.3497 25.444
Si 6.8848 1.2887 25.4336
Si 4.0783 4.143 25.6856
Si 9.695 4.0648 25.5929
Si 1.4399 6.7478 25.4195
Si 6.8332 6.8539 25.5285
Si 4.2131 9.4985 25.2307
Si 9.5738 9.6444 25.4018
Si 2.7756 -0.0631 26.7129
Si 8.223 -0.0195 26.8801
Si 0.0564 2.682 26.9405
Si 5.5047 2.6787 26.8295
Si 2.7023 5.4969 26.9626
Si 8.2348 5.4634 26.8345
Si 0.0266 8.2036 26.7459
Si 5.4567 8.226 26.8551
Si 4.1018 1.3673 28.2171
Si 9.5708 1.3673 28.2171
Si 1.3673 4.1018 28.2171
Si 6.8362 4.1018 28.2171
Si 4.1018 6.8362 28.2171
Si 9.5708 6.8362 28.2171
Si 1.3673 9.5708 28.2171
Si 6.8362 9.5708 28.2171
Si 0 0 29.5844
Si 5.469 0 29.5844
Si 2.7345 2.7345 29.5844
Si 8.2035 2.7345 29.5844
Si 0 5.469 29.5844
Si 5.469 5.469 29.5844
Si 2.7345 8.2035 29.5844
Si 8.2035 8.2035 29.5844
Si 1.3673 1.3673 30.9516
Si 6.8362 1.3673 30.9516
Si 4.1018 4.1018 30.9516
Si 9.5708 4.1018 30.9516
Si 1.3673 6.8362 30.9516
Si 6.8362 6.8362 30.9516
Si 4.1018 9.5708 30.9516
Si 9.5708 9.5708 30.9516
Si 2.7345 0 0.6835
Si 8.2035 0 0.6835
Si 0 2.7345 0.6835
Si 5.469 2.7345 0.6835
Si 2.7345 5.469 0.6835
Si 8.2035 5.469 0.6835
Si 0 8.2035 0.6835
Si 5.469 8.2035 0.6835
Si 4.1018 1.3673 2.0507
Si 9.5708 1.3673 2.0507
Si 1.3673 4.1018 2.0507
Si 6.8362 4.1018 2.0507
Si 4.1018 6.8362 2.0507
Si 9.5708 6.8362 2.0507
Si 1.3673 9.5708 2.0507
Si 6.8362 9.5708 2.0507
Si 0 0 3.418
Si 5.469 0 3.418
Si 2.7345 2.7345 3.418
Si 8.2035 2.7345 3.418
Si 0 5.469 3.418
Si 5.469 5.469 3.418
Si 2.7345 8.2035 3.418
Si 8.2035 8.2035 3.418
Si 1.4437 1.3335 4.6888
Si 6.808 1.3785 4.8563
Si 4.0706 4.097 4.7086
Si 9.457 4.2255 4.8325
Si 1.3084 6.8653 4.7947
Si 6.8474 6.8181 4.8337
Si 4.1171 9.5411 4.8635
Si 9.4545 9.6556 4.7119
Si 2.6895 -0.0306 6.2005
Si 8.1708 0.0262 6.2649
Si 0.0117 2.7906 5.8826
Si 5.3166 2.7165 6.1486
Si 2.7868 5.5495 6.0929
Si 8.1033 5.5109 6.442
Si -0.2258 8.2017 6.0113
Si 5.48 8.1458 6.2515
Si 3.4413 1.8603 7.4159
Si 10.2503 0.9162 7.0493
Si 1.8726 3.5864 6.8937
Si 6.2274 4.3934 7.4995
Si 4.5982 6.2552 7.442
Si 8.925 7.5702 7.4912
Si 0.7711 9.9558 7.1555
Si 7.0724 9.2614 7.5902
O 0.7388 9.5639 8.7849
O 2.5974 4.1545 9.3956
O 10.577 1.5024 8.5991
O 6.3802 9.6638 9.0738
O 3.3664 1.6986 9.0825
O 4.0376 6.4758 9.0006
O 6.2817 3.6525 9.0128
O 9.6093 7.763 9.0211
O 3.1157 2.839 23.0207
O 6.2313 10.7278 22.3695
O 8.1025 3.2553 23.0169
O 0.0271 4.9563 22.6216
O 8.1316 8.1875 22.7023
O 2.6937 7.6967 22.6384
O 5.8815 4.8165 23.0924
O 10.7855 11.1944 22.5426
Si 7.0637 0.1638 20.9949
Si 7.0222 2.3509 14.7755
Si 6.7974 2.4063 9.9541
Si 3.1844 3.6752 21.6332
Si -3.154 7.2101 21.4459
Si -0.6073 9.1197 9.6161
Si 10.0727 11.3954 21.081
Si 4.0278 2.9895 14.8073
Si 4.8473 -6.2858 18.2075
Si 7.3668 4.2691 12.4293
Si -1.986 7.8394 16.7649
Si 5.7879 10.4387 10.4043
Si 3.456 -1.7246 12.1284
Si 7.2913 10.4767 13.2221
Si 16.1112 -3.8267 19.7798
Si 14.0538 0.1946 14.3678
Si 7.1863 4.3335 22.2242
Si 0.5774 4.8369 21.0816
Si 2.9598 2.7734 10.2482
Si 11.3183 1.0305 14.9178
Si 9.5096 1.0669 9.7467
Si 15.3052 15.467 12.1998
Si 5.0736 8.9238 14.5836
Si 11.5594 8.035 12.2069
Si 10.2286 5.2716 12.7946
Si 9.8446 9.446 14.2904
Si 5.6889 2.6998 20.0332
Si 8.8623 9.1171 19.5831
Si 2.7518 6.7013 21.3475
Si 9.3938 2.7393 16.6327
Si 11.2531 2.3185 11.9799
Si -0.1365 2.8205 19.1812
Si 2.8935 5.7256 9.8905
Si -0.4087 -5.5283 16.0158
Si 5.9274 -3.9069 16.9281
Si 2.0778 3.8968 17.1886
O 19.066 1.7702 9.2687
O 16.8657 5.0404 12.2399
O 9.3844 4.3554 16.4881
O 4.1422 -0.7945 15.1633
O 12.6419 3.6497 20.9732
O 1.2807 6.2917 20.7345
O 10.9005 3.8771 12.281
O -0.4684 4.266 19.9489
O -1.4041 -8.5403 18.2165
O 4.3176 9.7763 10.8246
O 3.4675 5.2919 21.8615
O 10.8894 1.6057 20.2656
O -4.1675 3.5906 20.8461
O -2.8801 5.6634 21.8556
O 13.708 10.4724 12.9135
O 3.421 5.6407 11.4489
O 8.5027 11.8023 21.3791
O 10.4014 5.5177 14.3862
O 1.5069 6.5204 9.5805
O 4.181 3.1526 11.2874
O 11.4396 12.4639 13.3724
O 8.8513 -0.9163 13.1324
O 11.1294 8.6348 13.6664
O 7.0376 1.0559 13.7768
O 5.5531 2.7672 15.3559
O 7.3119 3.0372 11.3619
O 4.2171 2.8837 20.697
O 14.8361 4.2374 13.7409
O 5.7689 12.0658 10.0972
O -4.716 7.4451 20.9818
O 10.7007 8.8859 11.1484
O 5.1843 -3.2015 15.6689
O 5.2287 5.5009 19.5449
O 12.7817 0.462 15.3439
O -2.28 5.2772 12.2683
O 3.6539 7.4846 20.2349
O 11.0822 6.4676 12.063
O 8.8048 -3.3258 20.2332
O 8.999 8.5271 15.3009
O -0.7257 6.8043 16.7912
O 6.1283 1.1428 20.091
O 7.4448 -1.0864 19.9987
O 2.9443 3.1325 16.0138
O 5.4506 -5.4783 16.9213
O 8.0326 2.09 16.0264
O 10.3146 -0.2075 15.1468
O 6.7474 10.2804 11.7059
O 12.0414 4.9739 16.4429
O 1.1877 2.955 18.1966
O 10.7327 2.2416 15.8151
O 6.5589 9.4776 14.2683
O 3.217 -6.3142 18.1021
O 7.5415 7.0387 16.8174
O 5.5378 3.1899 18.4667
O 5.5041 7.7937 18.3276
O -1.8824 -2.0028 17.9719
O 1.6688 2.2369 11.0725
O 10.0892 10.0091 20.1998
O 2.2004 -2.7264 11.8176
O 4.4335 8.4 13.1656
O 9.2756 -0.5541 9.6307
O 7.5587 14.567 13.9106
O 3.7324 1.6362 13.963
O 10.0294 1.5805 11.1901
H 0.717 6.1936 10.0619

Results
free energy: -129428.814 eV
free energy less fixed offsets of H -15.97, O -568.88, Si -635.61 eV per atom: -1.924 eV

Forces (eV/angstrom), in the order of the atoms: element, x, y, z
Si 0.0047 -0.0051 -0.0217
Si 0.0003 0.0063 -0.0322
Si 0.0031 -0.0028 -0.0044
Si -0.0052 0.0071 -0.0116
Si -0.0112 0.004 -0.0233
Si 0.0058 -0.0113 -0.0147
Si -0.0083 0.0002 -0.019
Si 0.0044 -0.0012 -0.0163
Si -0.0006 -0.0022 0.0022
Si -0.0011 -0.0015 0.0036
Si -0.0011 -0.002 0.007
Si 0.0018 0.0004 0.0021
Si 0.0017 -0.0014 0.005
Si 0.0015 0.0011 0.0003
Si -0.001 -0.0003 0.0039
Si 0.0022 0.0002 0.0076
Si 0.0001 0.0006 -0.0001
Si -0.0007 0.001 0.0019
Si -0.0009 0.0019 -0.0001
Si 0.0019 0 0.0004
Si -0.0019 0.0047 0
Si -0.0014 -0.0013 0.0011
Si 0.0011 0 0.0009
Si -0.0001 0.0002 -0.0012
Si -0.0847 -0.3658 -0.549
Si -0.0743 -0.1425 0.4793
Si 0.048 -0.1634 0.8378
Si 0.1681 -0.197 -0.2888
Si -0.0245 0.4694 0.4549
Si 0.2342 0.2383 -0.4257
Si 0.2264 -0.156 -0.7252
Si -0.047 -0.0101 0.2005
Si -0.0825 0.078 -0.0177
Si -0.0029 -0.0488 0.0381
Si -0.0868 0.1027 0.0134
Si 0.0465 0.0006 0.0366
Si -0.004 -0.0558 0.0395
Si -0.0303 0.0527 -0.0353
Si 0.0954 0.0133 0.0488
Si -0.0469 0.0447 -0.0056
Si 0.049 -0.0538 0.0012
Si -0.0083 0.0686 -0.0323
Si 0.0327 -0.1045 -0.0008
Si -0.0314 0.0094 -0.0272
Si 0.0177 0.0382 -0.0348
Si 0.0416 -0.0511 0.0063
Si -0.0824 -0.0314 -0.0109
Si 0.0899 -0.0266 -0.0011
Si 0.0278 0.0291 0.0386
Si -0.0492 0.0187 0.0211
Si -0.0528 0.0793 -0.0285
Si 0.0532 -0.0361 0.0249
Si -0.0445 0.0375 0.0274
Si 0.0207 -0.025 0.0443
Si -0.0474 -0.0252 0.0213
Si -0.057 0.1202 -0.027
Si -0.0227 0.1006 -0.0533
Si 0.2068 0.0501 -0.006
Si -0.0679 -0.2134 0.0055
Si -0.0465 -0.0545 -0.0414
Si 0.0622 -0.0212 0.0215
Si 0.0457 0.0886 -0.0103
Si 0.0203 -0.0145 -0.0346
Si -0.0846 -0.2161 -0.0203
Si -0.2679 0.0786 -0.4435
Si 0.019 -0.1115 0.479
Si 0.2142 -0.0289 -1.026
Si -0.3194 0.1739 0.4964
Si -0.2612 0.0491 0.1354
Si 0.2487 0.1458 -0.1374
Si -0.0648 0.1443 0.3611
Si -0.3868 -0.1702 -0.3046
Si 0.0826 -0.099 0.0106
Si -0.0095 -0.0243 -0.021
Si 0.0148 -0.0017 0.0011
Si 0.0162 0.0842 -0.0119
Si -0.0045 0.023 -0.0495
Si 0.0194 0.0215 -0.0214
Si -0.0015 0.0005 -0.0293
Si 0.0076 0.0092 0.0133
Si 0.0329 0.024 0.0314
Si -0.0237 0.0317 -0.0207
Si -0.3716 -0.0932 -0.0384
Si -0.0308 0.0451 0.0205
Si -0.1067 -0.1041 -0.0055
Si -0.0003 -0.0139 -0.0041
Si -0.0028 0.0074 0.0146
Si -0.0289 0.013 -0.0283
Si 0.0227 -0.1977 -0.1579
Si 0.0796 -0.0646 0.04
Si 0.4424 0.1689 0.1709
Si 0.0107 -0.0031 -0.0008
Si 0.0237 -0.04 0.0602
Si 0.0262 0.0184 0.0141
Si -0.0026 -0.0148 0.0372
Si -0.0096 -0.0024 0.0716
O -0.0036 0.0014 -0.016
O 0.0445 0.0681 0.104
O -0.0058 -0.0057 -0.0589
O 0.0396 -0.0241 -0.0814
O -0.01 0.1076 -0.087
O 0.0523 -0.0706 0.0117
O -0.0132 0.0331 -0.0186
O -0.0118 0.0061 -0.0163
O 0.0034 -0.0136 0.0374
O -0.0102 -0.0117 0.0517
O 0.0153 -0.0173 0.019
O -0.0107 0.0056 0.0596
O 0.0041 0.02 0.0438
O 0.0103 0.0073 0.0384
O -0.0314 0.0142 0.0338
O 0.0019 0.0009 0.0472
Si 0.0094 0 -0.0446
Si 0.009 -0.0156 0.0061
Si 0.051 -0.0239 0.0795
Si 0.0065 0.0087 -0.0401
Si -0.0038 0.0107 -0.0563
Si 0.0078 -0.0118 0.0632
Si -0.0029 0.0012 -0.0518
Si 0.007 -0.0204 0.0311
Si -0.0033 0.0059 -0.0235
Si 0.0377 0.0009 0.0364
Si 0 -0.0102 -0.0241
Si -0.0089 -0.0142 0.0919
Si 0.0112 0.0105 0.0394
Si 0.0102 -0.0046 0.0322
Si 0.0059 -0.0019 -0.0375
Si 0.0081 -0.0035 0.0153
Si 0.0031 -0.0064 -0.0316
Si -0.0118 -0.0041 -0.05
Si 0.0119 -0.1361 0.1237
Si -0.0017 -0.0131 0.0248
Si -0.0047 0.0219 0.0515
Si 0.083 0.0184 0.1592
Si 0.0032 0.0175 -0.0021
Si 0.0127 0.0232 0.0506
Si -0.0215 -0.0033 0.0366
Si -0.0129 0.0061 0.0048
Si -0.0061 -0.0002 -0.034
Si 0.004 -0.0052 -0.0335
Si 0.0046 -0.0049 -0.0435
Si -0.0041 -0.007 -0.0252
Si -0.0504 0.0001 0.0916
Si -0.0017 -0.0037 -0.0394
Si -0.0769 0.1858 0.0918
Si 0.0034 -0.0065 0.0048
Si 0.0088 0.0022 -0.0153
Si 0.0043 0.0089 -0.0197
O 0.0267 -0.0038 -0.0305
O -0.0291 -0.0004 -0.0093
O 0.0007 0.0069 0.0069
O 0.0072 0.0041 0.0031
O 0.0079 -0.0169 0.0071
O 0.0041 0.007 0.0063
O 0.0364 -0.0131 -0.0138
O 0.0043 0.0118 0.0189
O 0.011 -0.0015 0.0266
O 0.0136 0.0126 -0.0236
O 0.0079 0.0068 0.0177
O -0.0037 -0.0155 0.0255
O 0.0119 0.0062 0.0218
O 0.0182 -0.0159 0.0108
O 0.0002 -0.0058 -0.0186
O -0.037 -0.0148 -0.0517
O -0.0037 0.0038 0.0154
O 0.0072 -0.0021 -0.0163
O -0.2586 -0.1353 0.181
O -0.0902 0.012 -0.1298
O 0.0091 0.0284 -0.0713
O 0.0069 0.0065 -0.0037
O 0.0126 -0.0091 -0.0136
O -0.003 -0.0018 -0.0026
O -0.0001 0.0067 0.0034
O -0.0161 -0.0067 -0.0317
O -0.0056 -0.001 0.0076
O -0.0011 0.0296 -0.0625
O -0.0274 0.0376 -0.0204
O 0.003 0.0035 0.02
O -0.0133 0.0103 -0.0377
O -0.0064 0.0002 0.0058
O 0.0051 0.0101 0.0213
O 0.0133 0.0036 0.0032
O 0.0195 -0.0065 -0.0072
O -0.0124 -0.0051 0.0207
O 0.0279 -0.0097 -0.0351
O -0.0051 -0.0065 0.019
O 0.0038 -0.0056 0.0076
O -0.0015 0.0029 0.01
O 0.0057 -0.0118 0.015
O -0.0071 0.0093 0.0168
O 0.0093 0.0014 0.0066
O -0.0047 -0.007 0.014
O 0.0036 -0.0003 0.0107
O 0.0054 -0.0066 0.0114
O -0.0102 0.0061 -0.0501
O 0.0032 0.0021 0.0103
O -0.0095 -0.009 0.0316
O 0.0071 0.0025 0.0009
O 0.0046 -0.0007 0.002
O 0.0042 0.0022 0.0177
O 0.0012 0.0011 0.0077
O 0.0041 -0.0066 0.0211
O -0.003 -0.0009 0.0263
O -0.0026 0.0082 0.0277
O 0.0424 0.0703 -0.0013
O 0.0021 0.0081 0.0155
O -0.005 -0.0207 -0.0096
O -0.0088 0.0007 -0.0105
O 0.0002 0.0064 -0.0253
O 0.0082 0.0092 -0.014
O -0.0022 0.0143 -0.0139
O 0.007 -0.0047 -0.0322
H 0.2681 0.1419 -0.104

The program warned: the cutoff lies below the one the program advises for these potential files; the forces do not sum to zero within the program's tolerance; the exchange-correlation potential is rough where the density is thin.
